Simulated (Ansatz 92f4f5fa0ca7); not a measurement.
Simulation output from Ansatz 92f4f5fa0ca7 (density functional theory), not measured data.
Periodic cell of 237 atoms, Si142O89As6, from a study of silicon, its oxide and their interface. The atomic structure is a simulated model.
Doubt: the cutoff is far below the 930 eV that the study's wrapper takes by default for these files, so forces and energies are approximate.
This geometry differs little from another in the collection (a relaxation step or a small displacement).

Settings
functional: PBE
potential files: Ansatz PAW
basis: plane waves
wave-function cutoff: 580 eV
density cutoff ratio: 5
exchange-correlation grid ratio: 1
k mesh: 1 x 1 x 1, Gamma-centred
self-consistency stop: 5e-08 eV per atom in the density residual
occupations: fixed
spin: none
net charge: 0

Cell vectors (angstrom)
a 11.6015 0 0
b 0 10.938 0
c 0 0 32.8681

Atoms: element, x, y, z (angstrom)
Si 0.1945 0.12 24.1909
Si 3.7601 -0.1663 24.2354
Si 7.754 0.2338 23.9156
Si 2.1538 1.539 24.1809
Si 5.6769 1.3143 24.1748
Si 9.8047 1.4744 24.1075
As 0.1405 5.3258 24.0141
Si 3.9532 5.5352 24.3277
As 7.9521 5.2117 24.124
As 2.0369 6.9933 24.1144
Si 6.0545 6.677 24.1864
Si 9.8248 6.7859 24.2373
Si 1.9834 2.8225 26.1534
Si 5.8274 2.68 26.1475
Si 9.7533 2.7291 26.1291
Si 0.0393 4.1609 26.1098
Si 3.9466 4.1091 26.1969
Si 7.8045 4.0329 26.1712
Si 1.9909 8.1809 26.1805
Si 5.9413 8.2256 26.0039
Si 9.7606 8.296 26.0515
Si 0.1228 9.6468 26.1415
Si 3.9446 9.4734 26.1523
Si 7.8193 9.6759 25.9193
Si 0.052 0.0306 28.0745
Si 3.917 -0.0141 28.0302
Si 7.7871 -0.0111 27.9778
Si 1.9876 1.3635 28.0302
Si 5.8541 1.3294 28.0647
Si 9.7111 1.3518 28.0399
Si 0.0137 5.4929 28.0483
Si 3.9307 5.5211 28.0697
Si 7.7748 5.4703 28.0434
Si 1.9591 6.824 28.0744
Si 5.8775 6.8705 27.9923
Si 9.6952 6.8769 27.9975
Si 1.9336 2.7345 29.9689
Si 5.8008 2.7345 29.9689
Si 9.6679 2.7345 29.9689
Si 0 4.1018 29.9689
Si 3.8672 4.1018 29.9689
Si 7.7343 4.1018 29.9689
Si 1.9336 8.2035 29.9689
Si 5.8008 8.2035 29.9689
Si 9.6679 8.2035 29.9689
Si 0 9.5708 29.9689
Si 3.8672 9.5708 29.9689
Si 7.7343 9.5708 29.9689
Si 0 0 31.9025
Si 3.8672 0 31.9025
Si 7.7343 0 31.9025
Si 1.9336 1.3673 31.9025
Si 5.8008 1.3673 31.9025
Si 9.6679 1.3673 31.9025
Si 0 5.469 31.9025
Si 3.8672 5.469 31.9025
Si 7.7343 5.469 31.9025
Si 1.9336 6.8362 31.9025
Si 5.8008 6.8362 31.9025
Si 9.6679 6.8362 31.9025
Si 1.9336 2.7345 0.9679
Si 5.8008 2.7345 0.9679
Si 9.6679 2.7345 0.9679
Si 0 4.1018 0.9679
Si 3.8672 4.1018 0.9679
Si 7.7343 4.1018 0.9679
Si 1.9336 8.2035 0.9679
Si 5.8008 8.2035 0.9679
Si 9.6679 8.2035 0.9679
Si 0 9.5708 0.9679
Si 3.8672 9.5708 0.9679
Si 7.7343 9.5708 0.9679
Si -0.0518 -0.032 2.9483
Si 3.8086 0.065 2.8192
Si 7.6833 0.0309 2.8758
Si 1.8522 1.3849 2.9047
Si 5.7454 1.3768 2.9102
Si 9.6485 1.3535 2.8841
Si -0.0361 5.4636 2.9564
Si 3.8378 5.4501 2.9295
Si 7.7224 5.4368 2.9132
Si 1.9068 6.8114 2.8886
Si 5.7844 6.7786 2.856
Si 9.6341 6.832 2.958
Si 1.8584 2.7952 4.8242
Si 5.7126 2.6699 4.908
Si 9.6859 2.6712 4.8295
Si -0.0938 4.1797 4.9855
Si 3.8166 4.1182 4.9208
Si 7.683 3.9362 4.7664
Si 1.8842 8.2163 4.7694
Si 5.7197 8.1915 4.7145
Si 9.516 8.2189 4.9257
Si -0.0666 9.5146 4.9215
Si 3.8399 9.5489 4.6212
Si 7.6343 9.6125 4.7888
Si 0.0341 -0.0283 6.86
Si 3.9343 -0.1203 6.5651
As 7.8334 -0.1808 6.8964
Si 2.0351 1.2882 6.6311
Si 5.9275 1.2917 6.8742
As 9.7237 1.4687 6.9018
Si -0.1921 5.827 6.8461
Si 3.5694 5.5109 6.889
Si 7.4225 5.2993 6.6279
As 1.7948 7.1599 6.8949
Si 5.6189 6.8082 6.6368
Si 9.2162 6.8093 6.9026
O 6.1211 7.8776 7.8333
O 11.5859 10.1151 8.3475
O 6.067 2.204 8.2921
O 3.6345 9.5548 7.638
O 3.3644 4.5762 8.2848
O -0.0754 5.4103 8.4325
O 8.6965 7.4061 8.4294
O 2.2941 2.1359 8.024
O 7.1784 4.6014 8.1324
O 9.9555 2.6025 22.8425
O -1.6326 11.3838 21.4171
O 5.3617 2.4123 22.9568
O 3.2751 9.8028 22.9216
O 3.8471 4.6837 22.9089
O 7.6293 10.5843 22.3376
O 6.2571 7.2804 22.6256
O 1.8598 0.0144 21.0351
O 9.7549 7.7093 22.842
Si 12.2136 9.7168 9.8129
Si 0.3337 10.0816 17.9227
Si 1.0833 12.1738 16.0861
Si 9.5048 13.9456 10.6314
Si -3.7289 13.4549 16.1375
Si 6.7191 6.5308 21.235
Si 10.2604 2.0615 21.3244
Si 2.9691 2.0878 11.7125
Si 5.677 0.9836 12.5668
Si -7.5667 3.1663 22.3442
Si 7.0043 3.2998 9.0975
Si -5.8373 3.9572 20.1136
Si 8.5851 -0.3168 20.9967
Si -6.7686 1.5992 16.1976
Si -7.9359 9.506 9.2633
Si -1.554 0.8717 14.6414
Si 6.2311 10.1349 10.5173
Si 2.6141 3.3276 9.0582
Si 1.1387 1.1186 20.1098
Si 8.1351 2.076 19.2409
Si 1.8585 9.714 22.0756
Si 2.7039 2.729 18.1333
Si -6.6727 -1.0128 14.7494
Si 6.8941 7.7761 16.1069
Si -0.0866 0.991 11.7348
Si 5.1626 -3.2951 11.0216
Si 0.8341 7.7413 19.9641
Si 2.4476 5.9074 18.2175
Si 9.5157 -3.2362 21.2171
Si -3.7194 16.1943 14.478
Si 7.0647 3.5723 12.1139
Si 7.2303 7.8544 9.0382
Si -0.9195 6.6754 14.1245
Si 2.868 2.9221 14.4431
Si -8.3223 7.6894 13.2715
Si -1.877 9.0703 15.9598
Si 5.3843 6.5129 18.6264
Si 0.5908 7.351 11.6081
Si 1.8538 5.7662 15.247
Si 0.1418 4.8715 9.9387
O 7.7801 4.0791 15.6294
O -5.7386 -0.0693 13.7869
O 8.5049 2.3565 17.662
O 3.4872 2.7215 10.2984
O 0.8188 -5.1028 11.0588
O 1.4745 1.4458 11.7361
O -9.3754 -0.9063 9.8242
O 9.4396 16.5588 14.1241
O -3.105 2.6806 9.3869
O 5.7416 9.0468 11.6399
O 6.4353 1.7708 16.2966
O -7.2439 2.5755 14.9821
O 10.7526 1.0382 13.1765
O -0.9559 12.817 10.6974
O 1.3172 10.6637 16.7218
O 0.93 8.7876 18.7048
O -0.6936 7.3844 20.4341
O 4.4131 6.9527 12.2972
O 4.9002 10.5211 9.6392
O -4.4366 6.6008 15.025
O -2.8753 12.7082 14.9551
O 8.9622 9.1064 20.6055
O 8.3272 6.6269 20.9209
O 5.8397 -3.7224 20.0345
O 6.1829 13.4149 12.9284
O 9.6427 -0.6948 14.8297
O 7.0949 4.8824 13.0846
O -8.8225 4.3271 18.3555
O -1.111 7.8082 15.277
O 1.4452 2.4043 17.1511
O 4.379 3.3394 20.7465
O 0.2259 2.1984 20.9344
O -4.209 9.3917 9.6356
O 6.4491 -7.1646 10.5872
O 6.6738 11.4659 11.3218
O -0.1036 -0.488 11.0784
O -5.273 7.0994 17.4606
O 1.9136 -3.0177 12.393
O 4.3892 0.0401 15.8982
O -0.494 12.3093 15.7638
O -8.6217 6.6826 14.509
O 2.3791 12.8844 19.5028
O 2.3325 4.2229 15.2261
O 6.7169 -8.1987 19.6499
O 6.4742 6.9651 10.2546
O -3.6048 0.4826 19.6837
O 2.9328 3.2589 12.8562
O -1.0933 -1.3082 17.2772
O 12.1243 -1.0462 23.0241
O -5.7887 8.7968 15.4858
O 1.9471 1.5798 14.7382
O 4.1093 2.1154 17.5675
O -6.0405 4.8879 18.7808
O 0.3273 -2.7774 10.2081
O -1.3319 4.4364 10.4713
O 2.6668 2.3485 22.7723
O 8.6137 3.0579 11.9913
O 3.8204 6.796 18.282
O 4.0912 11.9148 12.1535
O 4.0108 8.0218 9.8862
O 9.3189 2.738 20.1764
O 0.17 0.3726 19.0009
O -3.3489 8.6016 16.4558
O 0.4268 5.8395 14.4869
O -5.1815 4.9195 21.2665
O 1.7024 6.2238 16.8005
O 1.4846 6.3412 19.455
O -0.6856 7.3661 12.6484
O 1.1991 3.6641 9.777
O 1.7047 8.3344 21.2171
O -7.8368 9.1333 13.8955

Results
free energy: -170023.286 eV
free energy less fixed offsets of As -4856.12, O -568.88, Si -635.61 eV per atom: 0.374 eV

Forces (eV/angstrom), in the order of the atoms: element, x, y, z
Si 0.09 0.1226 0.057
Si 0.0792 0.1771 -0.0212
Si 0.0464 0.0496 0.0763
Si -0.1082 -0.1156 0.0873
Si -0.0149 -0.1426 0.0442
Si -0.0962 -0.1233 -0.022
As 0.0561 0.0696 -0.0629
Si 0.153 0.007 -0.0198
As 0.0223 0.0072 -0.0099
As -0.0567 -0.0804 -0.0144
Si -0.1 0.0498 0.0505
Si -0.0753 0.0311 -0.0156
Si 0.0282 -0.0434 -0.1061
Si 0.0524 -0.0333 -0.073
Si 0.0234 -0.0446 -0.0769
Si 0.0499 0.027 0.1347
Si -0.0848 0.0853 0.0446
Si -0.0926 0.053 0.0604
Si -0.0485 -0.0369 0.0573
Si 0.0988 -0.0947 -0.003
Si 0.0182 -0.0492 0.053
Si -0.0417 0.0568 -0.1121
Si 0.0026 0.0437 -0.0415
Si -0.0393 0.0378 -0.1173
Si 0.0123 -0.0937 0.0342
Si 0.0004 -0.038 0.0318
Si 0.0074 -0.1036 0.0262
Si -0.0152 0.0857 0.0269
Si -0.0236 0.0677 0.0354
Si 0.0312 0.0798 0.0766
Si -0.0058 0.0267 -0.0095
Si 0.0018 -0.0277 0.0087
Si 0.0509 0.0009 -0.042
Si 0.0078 -0.0689 -0.0083
Si -0.0366 0.0208 0.0064
Si -0.0199 0.0292 -0.0076
Si 0.0918 0.0535 -0.1073
Si 0.042 0.0003 0.044
Si 0.012 0.0018 -0.0307
Si -0.0582 -0.041 -0.0115
Si 0.0973 0.0626 0.0767
Si 0.0513 0.0238 0.0837
Si 0.0074 0.0763 0.1869
Si 0.1168 0.038 -0.1786
Si -0.0484 0.0695 -0.0563
Si 0.0612 -0.0648 0.1171
Si -0.0014 -0.0127 -0.0087
Si 0.0765 -0.0158 -0.2633
Si -0.0143 0.0554 0.0203
Si 0.0262 -0.0442 -0.0706
Si 0.0028 0.0925 -0.0804
Si -0.005 -0.0372 0.0225
Si 0.0165 -0.0528 0.045
Si 0.0013 -0.0314 0.0015
Si -0.004 0.0818 0.0698
Si -0.0103 0.039 0.0438
Si 0.0098 0.0124 0.0323
Si 0.0153 0.0135 0.007
Si -0.0245 -0.0285 -0.0532
Si 0.0086 -0.1053 -0.0134
Si -0.1283 0.0361 -0.058
Si -0.0614 0.1206 0.0806
Si 0.0268 0.022 -0.0874
Si -0.0718 0.0332 0.2682
Si -0.0018 -0.0876 0.1421
Si 0.0366 -0.0546 -0.0314
Si -0.0347 -0.049 -0.0361
Si 0.0471 -0.0381 -0.0806
Si -0.04 -0.0515 0.3159
Si 0.0157 -0.0444 0.2252
Si -0.1225 0.0068 -0.2595
Si -0.0443 -0.0355 -0.06
Si 0.0302 -0.0745 0.0039
Si -0.0465 -0.0529 -0.0658
Si 0.0147 -0.0094 0.0323
Si -0.0093 0.0672 0.0108
Si -0.0192 0.0586 0.0077
Si -0.0127 -0.0133 0.0159
Si -0.005 -0.0544 -0.0231
Si 0.0458 -0.0534 0.0176
Si 0.0154 -0.068 0.0025
Si -0.052 0.0161 0.0166
Si 0.0287 0.0559 -0.0465
Si -0.0062 0.1049 -0.0226
Si 0.0034 -0.0485 0.0109
Si 0.1334 -0.1055 0.0005
Si -0.0954 -0.024 -0.0074
Si 0.146 0.041 0.0072
Si -0.141 0.0956 0.0306
Si -0.0072 0.0328 0.0254
Si 0.1492 -0.0614 -0.0491
Si 0.0101 -0.1059 0.041
Si 0.0641 -0.1107 0.087
Si -0.1836 0.1501 0.0067
Si -0.0631 0.0675 0.039
Si 0.0642 0.0667 -0.0427
Si 0.0783 0.0694 0.0071
Si 0.1006 0.1614 0.0528
As -0.0176 0.0822 -0.0411
Si -0.0607 -0.0986 -0.0253
Si -0.1586 -0.1479 -0.0268
As 0.0223 -0.0593 -0.021
Si -0.2526 -0.0006 0.0175
Si 0.0971 0.0444 -0.0225
Si 0.0503 0.052 -0.0374
As 0.0375 -0.0196 0.039
Si -0.0506 -0.0661 -0.0254
Si 0.0478 0.0003 -0.1336
O 0.0258 0.0273 0.0073
O 0.0406 -0.0331 0.0576
O 0.0916 0.0885 0.0645
O -0.0235 -0.0535 0.0437
O -0.055 -0.0236 0.0177
O 0.071 -0.0002 0.064
O -0.0944 0.0504 0.1427
O 0.0214 0.0285 -0.0009
O -0.0257 -0.1099 0.0581
O 0.0332 0.0627 -0.0541
O -0.0033 0.0205 -0.0017
O -0.0533 0.0813 -0.0336
O -0.0513 -0.0603 -0.0534
O -0.042 0.0211 0.0174
O 0.0166 -0.0087 -0.0854
O 0.035 -0.0404 -0.0672
O -0.0119 0.0103 -0.0299
O 0.0334 -0.0107 -0.0236
Si 0.0301 0.0113 -0.032
Si 0.0085 -0.0026 0.0083
Si 0.0013 0.0138 0.0169
Si -0.0005 0.022 0.055
Si -0.0042 -0.0124 0.0136
Si 0.0199 0.0227 0.0248
Si 0.0093 -0.0117 0.0371
Si 0.0044 -0.0143 0.0281
Si -0.0049 0.0087 0.0268
Si 0.0016 -0.074 0.0299
Si -0.012 0.0629 -0.0852
Si 0.0115 -0.0015 -0.0324
Si -0.0391 -0.0129 0.048
Si -0.0087 0.022 0.0155
Si -0.0334 0.0272 -0.0425
Si 0.0004 0.0077 -0.0062
Si -0.0021 -0.0075 0.051
Si 0.0169 -0.0233 -0.0698
Si 0.0025 -0.0117 0.0034
Si -0.008 -0.0247 0.0057
Si -0.0129 0.0689 0.0682
Si -0.0091 0.0181 0.0103
Si -0.0051 0.0063 -0.0164
Si 0.0003 -0.0192 0.014
Si 0.0047 0.0004 0.0231
Si 0.015 -0.0131 0.0609
Si -0.0392 -0.0101 -0.0299
Si 0.012 0.0006 -0.0057
Si -0.0067 0.0209 0.0073
Si -0.0092 -0.0009 -0.0014
Si 0.0156 -0.0147 0.0189
Si 0.0556 -0.0501 -0.0396
Si 0.0159 -0.0067 0.0053
Si 0.0109 0.0058 -0.0026
Si -0.0203 -0.0062 -0.0076
Si 0.0075 0.0121 0.0138
Si -0.014 -0.0113 -0.0126
Si 0.0083 -0.0148 0.0218
Si -0.0067 -0.0018 0.0026
Si 0.0195 0.0099 -0.049
O 0.0022 -0.0092 -0.001
O -0.0013 -0.0155 -0.0034
O -0.0017 0.0038 -0.0263
O -0.0013 -0.0017 -0.0046
O -0.0134 0.0297 -0.0254
O -0.0087 0.0079 -0.0298
O 0.0028 -0.0248 -0.0321
O 0.0087 0.0052 -0.0078
O -0.0019 0.0122 -0.005
O -0.0006 0.0009 -0.0287
O 0.0022 0.0057 0.0001
O 0.0033 -0.0045 0.0007
O -0.0099 -0.0053 0.0069
O -0.0188 0.0155 -0.0403
O -0.008 0.0089 -0.013
O 0 0.0039 0.0206
O 0.0467 0.0002 -0.0019
O -0.0122 0.0086 -0.0141
O 0.0192 -0.0113 -0.0154
O 0.0037 0.0006 -0.0064
O 0.0068 -0.0127 -0.0026
O 0.005 -0.0108 0.0084
O -0.0112 -0.0253 0.0015
O -0.0104 -0.003 0.0058
O -0.0026 0.0015 -0.0151
O -0.0031 0.0029 -0.0129
O 0.008 0.0034 0.0003
O -0.0044 -0.0011 0.0072
O 0.0036 -0.0078 -0.0047
O -0.0098 -0.0182 -0.019
O 0.0004 0.014 -0.0021
O 0.0017 0.0025 0.0119
O -0.0131 0.0261 -0.0104
O 0.0121 -0.0106 -0.0218
O -0.0012 0.0034 -0.0318
O -0.0046 0.0048 -0.0192
O 0.0116 0.0127 -0.0103
O 0.0062 -0.009 -0.0138
O -0.0038 -0.007 0.0075
O 0.0071 0.0022 0.0042
O -0.0147 -0.0084 -0.0036
O -0.0057 -0.0026 0.0032
O -0.004 0.0136 -0.0026
O -0.0063 0.0117 0.0155
O -0.0134 0.0044 -0.0028
O 0.0003 0.0182 -0.0077
O -0.004 0.0045 -0.0008
O -0.0062 -0.0094 -0.0101
O 0.0172 -0.0785 -0.0518
O 0.0031 -0.0002 -0.004
O -0.0085 -0.0077 0.0096
O 0.005 -0.0132 -0.0234
O 0.0004 0.0086 0.0074
O 0.001 -0.0193 -0.0048
O 0.0025 -0.0378 -0.0204
O 0.0366 0.0544 -0.0349
O 0.0037 0.0025 -0.0375
O -0.0069 -0.0005 0.007
O -0.002 0.0057 -0.0228
O -0.0046 0.0042 -0.0265
O -0.0051 0.0105 -0.0079
O -0.0086 -0.0116 -0.008
O -0.0058 -0.0042 -0.0016
O 0.0082 -0.0016 0.0033
O 0.002 -0.0184 -0.0005
O -0.0079 -0.0014 -0.0185
O -0.0016 -0.0081 0.0304
O 0.0025 -0.0076 -0.011
O -0.0467 0.0218 -0.0127
O -0.0071 -0.0387 -0.0205
O 0.0018 -0.0026 -0.0002

The program warned: the cutoff lies below the one the program advises for these potential files; the forces do not sum to zero within the program's tolerance; the exchange-correlation potential is rough where the density is thin.
